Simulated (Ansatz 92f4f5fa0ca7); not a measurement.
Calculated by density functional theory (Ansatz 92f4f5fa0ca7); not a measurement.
Periodic cell of 158 atoms, Si96O58N4, from a study of silicon, its oxide and their interface. The atomic structure is a simulated model.

Settings: functional r2SCAN; potential files Ansatz norm-conserving; basis plane waves; wave-function cutoff 1300 eV; density cutoff ratio 4; exchange-correlation grid ratio 1; k mesh 2 x 2 x 1, shifted by 0.5 0.5 0.5 of a step; self-consistency stop 5e-08 eV per atom in the density residual; occupations Fermi-Dirac, 0.05 eV; spin none; net charge 0.

Cell vectors (angstrom)
a 10.88 0 0
b 0 10.88 0
c 0 0 22.5982

Atoms: element, x, y, z (angstrom)
Si -0.4002 0.2787 -0.2107
Si 2.9441 2.4317 -0.0615
Si -0.2704 5.6378 -0.0895
Si 3.134 7.8731 -0.0194
Si 5.2011 0.3066 -0.0167
Si 8.3519 2.6617 -0.0642
Si 5.2034 5.4466 0.1812
Si 8.3869 7.7997 -0.0145
Si 1.32 1.252 1.1675
Si 3.9556 4.0014 1.4465
Si 1.3663 6.8189 1.1982
Si 4.0805 9.5689 1.2855
Si 6.7789 1.4552 1.2973
Si 9.5253 4.1033 1.3416
Si 6.8606 6.6519 1.3612
Si 9.4798 9.5153 1.2145
Si 0.034 2.6736 2.5872
Si 2.6409 -0.045 2.6348
Si 0.0273 8.209 2.6029
Si 2.6102 5.4299 2.6762
Si 5.4359 2.7377 2.7334
Si 8.1212 -0.0211 2.6167
Si 5.4784 8.1563 2.6011
Si 8.1833 5.3796 2.7525
Si 1.3142 4.0268 4.0217
Si 4.0252 1.3305 3.9896
Si 1.3318 9.5174 4.0509
Si 4.0623 6.8179 3.984
Si 6.8095 4.0656 4.1163
Si 9.5251 1.3365 3.9853
Si 6.7839 9.4998 4.0046
Si 9.54 6.8134 3.9914
Si -0.0315 -0.0076 5.4254
Si 2.6852 2.689 5.3819
Si -0.0245 5.4099 5.338
Si 2.7122 8.1677 5.3922
Si 5.4042 -0.0161 5.3207
Si 8.2014 2.6865 5.4161
Si 5.4298 5.4829 5.3969
Si 8.1355 8.1315 5.3565
Si 1.3413 1.3619 6.8084
Si 4.0454 4.1026 6.6902
Si 1.3112 6.7664 6.6793
Si 4.0546 9.5767 6.7411
Si 6.7863 1.294 6.681
Si 9.5696 4.0723 6.7795
Si 6.7934 6.8209 6.8034
Si 9.4592 9.4666 6.7332
Si 0.0313 2.7457 8.2165
Si 2.7118 0.0132 8.1836
Si -0.1089 8.0348 8.0468
Si 2.7032 5.4889 8.047
Si 5.4379 2.7073 7.9532
Si 8.0739 -0.0843 8.0915
Si 5.3773 8.2413 8.1439
Si 8.2152 5.4222 8.1515
Si 1.5179 4.2073 9.5861
Si 4.1368 1.5633 9.5001
Si 1.3191 9.3167 9.2944
Si 3.9941 6.8568 9.4351
Si 6.7856 3.9963 9.311
Si 9.4288 1.284 9.3928
Si 6.6715 9.5818 9.6009
Si 9.5026 6.7851 9.6434
Si -0.0518 -0.2085 10.5466
Si 3.4488 3.4376 10.9812
Si 0.2981 5.6719 10.9876
Si 2.3817 7.9804 10.8964
Si 5.5373 0.3889 10.9669
Si 7.8448 2.4142 10.7198
Si 5.5244 5.5014 10.5545
Si 7.7216 7.9204 10.9539
Si -1.6489 -1.4384 13.1371
Si 6.633 3.3949 15.5289
Si -0.8704 3.4147 12.7933
Si 6.841 7.5819 13.8284
Si 9.5211 4.26 15.6836
Si 9.1696 -2.416 17.4355
Si 7.5443 -4.6446 16.4848
Si 3.3273 10.2 13.0692
Si 1.7157 4.4227 20.4936
Si -1.0609 -0.257 19.5613
Si -4.4176 9.8375 17.6184
Si 2.5527 5.3178 17.971
Si -0.1854 7.3114 15.0748
Si 4.8935 -5.8449 13.4338
Si 1.6037 12.4174 12.2731
Si 6.4866 2.0981 18.0931
Si -1.3318 2.0028 17.5277
Si -2.0325 1.4678 14.7563
Si 3.2141 6.9755 19.9839
Si 2.7088 6.3431 15.1968
Si 5.4135 5.8367 18.5251
Si 6.4947 3.8571 20.3662
Si 4.5669 8.8168 15.3765
Si 7.0655 9.711 20.4625
O -1.3836 1.5722 -0.547
O -0.0754 -0.3416 20.8582
O 4.7928 -3.9004 19.5136
O 2.2509 3.0579 21.1765
O -1.397 6.7222 -0.6754
O 0.2935 4.8571 21.1545
O 2.8147 8.2228 20.9487
O 1.6262 4.2923 18.8484
O 5.9334 -0.3814 21.2917
O 4.0825 1.3696 -0.6459
O 5.9103 2.5639 19.5436
O 7.8539 3.4353 21.1426
O 4.4443 6.8654 22.3825
O 5.4837 4.4813 21.4625
O 6.4245 9.1534 19.0801
O 7.6167 8.4289 21.2754
O -0.7009 -5.1424 15.3296
O -0.8352 -0.9771 11.8067
O 1.3094 0.7212 10.8984
O 2.758 2.6801 12.2628
O -3.585 1.9841 14.971
O -0.2462 4.8738 12.3736
O 1.3423 6.8519 11.5488
O 2.9196 8.8838 12.1782
O 4.6377 -0.0538 12.2964
O 6.7493 1.4138 11.5129
O 8.6662 3.2051 11.8972
O 5.7628 -2.2002 14.299
O -0.7118 3.4508 17.0041
N 4.6546 4.5576 11.7779
N 7.8629 8.4072 12.6649
O 3.5779 9.8514 14.645
O -0.6214 1.0621 18.6624
O -0.4736 -2.6758 16.4129
O 1.3867 7.1369 14.717
O 5.8195 2.9767 16.8864
O -2.7983 2.3823 18.092
O 2.1148 11.2658 13.2852
O -4.9162 6.2716 13.4183
O 9.8633 -1.6657 18.7092
O 8.5355 -3.9389 17.608
O 8.911 10.9313 13.8816
O 10.1181 -2.5671 13.9243
O 6.674 6.6347 11.0031
N 18.7132 4.5992 15.9651
O 0.1778 13.104 12.5139
O 2.797 5.6053 20.7961
O -4.2335 5.0315 19.2311
O -5.325 -6.9632 14.4267
O -2.6051 -0.1334 20.0919
O -5.6905 9.3465 16.7616
O -4.8377 6.3773 17.1148
O 3.7848 7.4406 15.7216
O 2.2316 5.3304 16.3871
O 6.2307 0.543 17.7878
O -1.4051 1.0454 16.2031
O 7.7076 -14.5884 15.148
O 7.9137 -1.443 16.9513
O 4.1289 4.8936 18.1533
O 2.3549 6.8484 18.5751
N -1.2792 -7.8038 14.4138
O 3.4347 5.4805 14.0312

Results
free energy: -39398.622 eV
free energy less fixed offsets of N -289.75, O -463.61, Si -117.95 eV per atom: -27.042 eV
pressure: -2.41 GPa
stress xx, yy, zz, yz, xz, xy (GPa, positive in tension): 1.56, 3.52, 2.15, 0.19, -0.07, 0.54

Forces (eV/angstrom), in the order of the atoms: element, x, y, z
Si 0.1109 0.0293 -0.6275
Si 0.029 -0.1669 -0.5617
Si -0.1831 0.0893 -0.7304
Si 0.2026 0.1545 -0.7415
Si -0.1326 0.1068 -0.5787
Si 0.1805 0.0009 -0.5228
Si 0.1517 0.2653 -0.4764
Si 0.0078 -0.1711 -0.7773
Si -0.0694 0.0749 -0.222
Si -0.0853 -0.1041 -0.3274
Si 0.0046 -0.1145 -0.164
Si 0.1252 -0.0567 -0.0919
Si 0.07 -0.0407 -0.3221
Si 0.0638 0.0765 -0.2024
Si -0.0787 0.0018 -0.2884
Si -0.0286 -0.0004 -0.1516
Si -0.0081 -0.0726 0.0397
Si 0.0351 0.0495 -0.0187
Si -0.0416 -0.0367 -0.0693
Si -0.0226 0.0705 0.2221
Si 0.0434 0.0313 0.1207
Si -0.0612 0.0879 0.0125
Si -0.0965 -0.0887 0.0366
Si -0.011 -0.0304 0.0956
Si -0.0446 0.0097 -0.0783
Si 0.025 0.0447 -0.0464
Si 0.037 -0.0124 0.0692
Si 0.0651 0.0006 -0.0745
Si -0.0427 0.0595 0.0407
Si 0.0155 0.0241 -0.0885
Si -0.0358 -0.031 -0.1055
Si -0.0107 0.0054 -0.0357
Si -0.0205 0.0338 -0.0279
Si 0.0381 0.1077 0.0304
Si 0.0685 -0.0725 0.0507
Si -0.1273 0.0259 -0.0591
Si -0.0136 -0.0724 0.0458
Si 0.0025 -0.1145 -0.0173
Si -0.0162 -0.0202 -0.0521
Si -0.0015 0.0119 0.0148
Si -0.0292 -0.0553 0.0317
Si -0.007 -0.0554 -0.0235
Si 0.0269 -0.0685 -0.0682
Si 0.0746 -0.022 0.0892
Si 0.0481 0.0197 -0.0666
Si -0.0553 0.148 0.0516
Si -0.0131 0.0185 0.1906
Si -0.0264 0.0742 0.004
Si 0.2477 0.0402 0.2832
Si 0.1428 0.2734 0.1221
Si 0.0465 -0.2224 -0.0731
Si -0.1497 0.0163 -0.055
Si -0.0479 -0.0832 -0.1025
Si -0.099 -0.0209 -0.0174
Si 0.0946 -0.0063 -0.0961
Si 0.0297 0.1161 -0.0738
Si 0.1035 -0.0861 0.3022
Si 0.0394 0.0735 0.186
Si -0.1143 0.1716 0.1513
Si -0.1561 0.1267 0.4127
Si 0.0547 -0.07 0.2462
Si 0.0277 -0.0333 0.2424
Si 0.0218 0.081 0.3895
Si -0.1687 0.1246 0.4324
Si 0.0852 0.1593 0.3126
Si -0.2193 -0.1196 0.1303
Si 0.0063 0.0757 0.5833
Si 0.1249 -0.1331 0.5252
Si 0.0652 -0.0155 0.3986
Si -0.1059 -0.025 0.6055
Si 0.5365 0.5659 -0.0621
Si -0.1594 -0.4674 -0.0697
Si -0.1196 0.0551 0.4106
Si -0.3327 -0.1811 0.0691
Si -0.2342 0.2637 -0.0495
Si -0.0138 0.1767 0.3296
Si 0.1692 -0.0397 0.349
Si 0.0407 -0.1531 -0.0854
Si -0.1499 0.0772 0.3521
Si 0.3729 -0.2711 0.3697
Si -0.1117 -0.0735 -0.3332
Si 0.1071 -0.023 -0.5282
Si -0.1074 0.0738 -0.3358
Si 0.0564 -0.0779 -0.5434
Si 0.0941 -0.012 0.4126
Si -0.1152 -0.1164 0.552
Si 0.0623 -0.0274 0.0578
Si -0.0568 -0.0411 -0.3445
Si 0.1121 0.0437 -0.0679
Si -0.3567 -0.1679 0.5234
Si 0.0535 0.2826 -0.6395
Si 0.0544 0.119 0.1789
Si 0.1042 0.0372 -0.502
Si -0.0457 0.0835 -0.3807
Si 0.1503 -0.1542 0.3802
Si -0.1128 -0.1933 -0.2669
O -0.0348 -0.2943 0.396
O -0.233 0.3136 0.7341
O -0.3966 -0.2825 0.1805
O 0.0708 0.1895 0.276
O 0.1049 0.0952 0.9413
O 0.139 0.1507 0.4313
O 0.1958 -0.4311 0.7229
O 0.2214 0.2574 0.6135
O 0.0164 0.0437 0.2299
O 0.1016 0.0045 0.833
O 0.215 0.2087 0.177
O -0.0107 -0.3256 0.5832
O -0.4502 -0.2206 0.2411
O 0.0026 0.2314 0.3523
O 0.2572 0.2323 0.3454
O 0.124 0.1159 0.3289
O -0.1116 -0.1112 -0.099
O 0.3773 0.2398 -0.5952
O -0.183 0.0966 0.3035
O -0.2665 -0.2941 -0.101
O 0.4024 0.2037 -0.0484
O 0.0396 -0.037 -0.4562
O -0.058 -0.0926 -0.6685
O -0.1616 -0.0936 -0.1663
O 0.016 0.0664 -0.2549
O 0.0306 -0.0419 -0.8822
O 0.0498 -0.093 -0.0734
O 0.0053 -0.1753 -0.0274
O -0.3734 -0.0617 -0.2284
N -0.244 -0.2001 -0.613
N 0.0281 -0.1216 -0.5618
O -0.0261 -0.0042 -0.6834
O -0.3168 -0.1972 0.1927
O -0.1555 -0.1676 -0.217
O -0.1472 -0.0467 -0.0122
O 0.3702 -0.1058 0.003
O -0.0283 -0.15 0.0495
O -0.1311 0.2526 -0.3982
O -0.1117 -0.0979 -0.0328
O -0.1614 0.2601 0.162
O -0.0527 0.1596 -0.3579
O 0.1498 -0.1196 -0.1123
O -0.0656 0.3045 -0.153
O -0.2743 -0.2214 -0.0612
N 0.1854 0.1585 0.0147
O 0.2682 -0.1299 -0.0249
O -0.057 -0.0432 -0.0511
O -0.2593 -0.1976 0.3293
O -0.0215 0.2172 -0.1937
O -0.0328 -0.0499 0.0507
O 0.1365 -0.0781 -0.1573
O 0.1525 -0.149 0.1762
O -0.1246 -0.0501 -0.2304
O 0.1154 0.1535 0.2176
O 0.2083 0.1197 0.1618
O -0.1994 0.3187 -0.0912
O -0.1461 -0.0387 -0.1323
O -0.0048 -0.0965 0.2278
O -0.1554 0.3033 0.2181
O 0.3843 -0.4156 0.5158
N 0.1607 0.0626 -0.4074
O 0.2734 0.0365 -0.1308
